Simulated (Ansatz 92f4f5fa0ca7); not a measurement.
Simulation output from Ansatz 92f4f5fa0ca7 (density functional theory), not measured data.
Periodic cell of 237 atoms, Si147O90, from a study of silicon, its oxide and their interface. The atomic structure is a simulated model.
Doubt: the cutoff is far below the 930 eV that the study's wrapper takes by default for these files, so forces and energies are approximate.
This geometry differs little from another in the collection (a relaxation step or a small displacement).

Settings
functional: PBE
potential files: Ansatz PAW
basis: plane waves
wave-function cutoff: 580 eV
density cutoff ratio: 5
exchange-correlation grid ratio: 1
k mesh: 1 x 1 x 1, Gamma-centred
self-consistency stop: 5e-08 eV per atom in the density residual
occupations: fixed
spin: none
net charge: 0

Cell vectors (angstrom)
a, 11.6015, 0, 0
b, 0, 10.938, 0
c, 0, 0, 33.1776

Atoms: element, x, y, z (angstrom)
Si, -0.2001, 0.2379, 24.6213
Si, 3.7065, -0.0106, 24.5328
Si, 7.7157, -0.078, 24.5265
Si, 1.8592, 1.4169, 24.7122
Si, 5.7521, 1.1697, 24.2889
Si, 9.4685, 1.5624, 24.5069
Si, 0.1241, 5.4207, 24.2722
Si, 3.7316, 5.637, 24.4493
Si, 7.6779, 5.3169, 24.7443
Si, 1.7992, 7.0291, 24.206
Si, 5.8187, 6.761, 24.6403
Si, 9.5755, 6.6576, 24.4263
Si, 1.8549, 2.8589, 26.5315
Si, 5.6695, 2.6696, 26.2707
Si, 9.5916, 2.7791, 26.4986
Si, -0.0913, 4.1831, 26.3564
Si, 3.807, 4.1969, 26.4008
Si, 7.606, 3.9811, 26.6015
Si, 1.8598, 8.3066, 26.2561
Si, 5.7596, 8.1797, 26.5128
Si, 9.696, 8.126, 26.3681
Si, -0.0808, 9.6442, 26.4329
Si, 3.8466, 9.5655, 26.4379
Si, 7.7436, 9.4871, 26.4487
Si, -0.0223, 0.0152, 28.3816
Si, 3.8285, 0.0058, 28.3539
Si, 7.7064, -0.0078, 28.3328
Si, 1.9043, 1.3802, 28.3701
Si, 5.7507, 1.3644, 28.2881
Si, 9.6482, 1.3478, 28.3684
Si, -0.027, 5.4949, 28.3284
Si, 3.8189, 5.4989, 28.36
Si, 7.6855, 5.4876, 28.3948
Si, 1.8886, 6.8894, 28.248
Si, 5.7567, 6.8224, 28.4095
Si, 9.6405, 6.8278, 28.3435
Si, 1.9336, 2.7345, 30.2784
Si, 5.8008, 2.7345, 30.2784
Si, 9.6679, 2.7345, 30.2784
Si, 0, 4.1018, 30.2784
Si, 3.8672, 4.1018, 30.2784
Si, 7.7343, 4.1018, 30.2784
Si, 1.9336, 8.2035, 30.2784
Si, 5.8008, 8.2035, 30.2784
Si, 9.6679, 8.2035, 30.2784
Si, 0, 9.5708, 30.2784
Si, 3.8672, 9.5708, 30.2784
Si, 7.7343, 9.5708, 30.2784
Si, 0, 0, 32.212
Si, 3.8672, 0, 32.212
Si, 7.7343, 0, 32.212
Si, 1.9336, 1.3673, 32.212
Si, 5.8008, 1.3673, 32.212
Si, 9.6679, 1.3673, 32.212
Si, 0, 5.469, 32.212
Si, 3.8672, 5.469, 32.212
Si, 7.7343, 5.469, 32.212
Si, 1.9336, 6.8362, 32.212
Si, 5.8008, 6.8362, 32.212
Si, 9.6679, 6.8362, 32.212
Si, 1.9336, 2.7345, 0.9679
Si, 5.8008, 2.7345, 0.9679
Si, 9.6679, 2.7345, 0.9679
Si, 0, 4.1018, 0.9679
Si, 3.8672, 4.1018, 0.9679
Si, 7.7343, 4.1018, 0.9679
Si, 1.9336, 8.2035, 0.9679
Si, 5.8008, 8.2035, 0.9679
Si, 9.6679, 8.2035, 0.9679
Si, 0, 9.5708, 0.9679
Si, 3.8672, 9.5708, 0.9679
Si, 7.7343, 9.5708, 0.9679
Si, 0.0215, -0.0072, 2.9174
Si, 3.9253, 0.0135, 2.8698
Si, 7.7727, -0.0191, 2.9158
Si, 1.9762, 1.3211, 2.8417
Si, 5.8532, 1.3846, 2.9051
Si, 9.6853, 1.3522, 2.9141
Si, 0.026, 5.4341, 2.9194
Si, 3.8712, 5.4713, 2.9313
Si, 7.7898, 5.4862, 2.8928
Si, 1.9441, 6.8417, 2.9026
Si, 5.8236, 6.8026, 2.8828
Si, 9.7243, 6.8319, 2.9006
Si, 2.0076, 2.6501, 4.7514
Si, 5.8579, 2.8814, 4.7551
Si, 9.6479, 2.6223, 4.9163
Si, 0.027, 3.9217, 4.7742
Si, 3.8691, 4.1382, 4.9079
Si, 7.8378, 4.1794, 4.8525
Si, 1.9927, 8.2567, 4.8073
Si, 5.8502, 8.1869, 4.7772
Si, 9.7772, 8.1421, 4.8728
Si, 0.032, 9.6309, 4.9029
Si, 3.9502, 9.604, 4.7955
Si, 7.8109, 9.47, 4.8057
Si, 0.0101, 0.0653, 6.9286
Si, 4.0396, 0.081, 6.7084
Si, 7.6169, -0.126, 6.7132
Si, 2.0313, 1.3265, 6.7084
Si, 5.9464, 1.5034, 6.6127
Si, 9.511, 1.2677, 6.9598
Si, 0.2019, 5.2481, 6.6714
Si, 3.9958, 5.5393, 6.8912
Si, 7.8934, 5.5655, 6.834
Si, 1.9791, 6.7916, 6.6734
Si, 5.9155, 6.872, 6.7384
Si, 9.9693, 6.7405, 6.8263
O, 5.7892, 7.7565, 8.1479
O, 7.8009, 4.6038, 8.1841
O, 11.7572, 9.9935, 8.2439
O, 9.0431, 2.2439, 8.2546
O, 7.0956, 10.0437, 8.1302
O, 10.4262, 7.688, 8.1436
O, 1.5719, 7.7387, 7.9889
O, 6.3281, 2.36, 8.0166
O, 0.3796, 4.38, 8.1044
O, 4.3542, 10.0331, 8.0222
O, 4.1912, 4.8167, 8.3856
O, 2.2948, 2.5053, 7.8615
O, 1.5491, 7.5329, 22.5857
O, 6.0206, 1.7361, 22.741
O, -0.428, 10.2145, 23.2891
O, 2.0366, 2.25, 23.2886
O, 3.5286, 4.5342, 23.2093
O, 3.2441, 10.0042, 23.203
O, 9.4237, 2.5625, 23.1516
O, 6.1985, 7.8168, 23.4108
O, 8.9493, 7.5271, 23.1328
O, 7.5706, 4.4627, 23.3138
O, 7.8285, 9.9174, 23.1438
O, 0.7975, 4.4949, 22.9977
Si, -1.9236, 10.5133, 11.9934
Si, 3.8882, -3.0144, 16.5854
Si, 2.2204, 3.7227, 22.6325
Si, 2.7589, 8.8494, 19.3174
Si, 10.5717, 3.3717, 13.3074
Si, 1.3234, 3.3045, 8.8986
Si, 12.2888, 7.5382, 21.1622
Si, 3.8233, 4.5712, 9.9586
Si, 3.4983, 5.3465, 14.91
Si, 8.6878, 6.5044, 15.4053
Si, 11.6335, 1.6016, 11.0568
Si, -0.3001, 10.2235, 21.6725
Si, 5.8827, 11.263, 16.8852
Si, 7.582, 8.3538, 22.7332
Si, 0.2269, 8.4077, 8.6357
Si, 10.1202, 15.3316, 17.3731
Si, 0.8142, 4.2804, 15.3752
Si, 5.7026, 9.3118, 8.6234
Si, 8.8125, 0.1117, 19.9796
Si, 2.8673, 10.4193, 21.6675
Si, 15.7846, 6.5657, 12.2824
Si, 6.8607, 8.3372, 17.0375
Si, 8.5487, 1.6514, 17.2658
Si, 7.6668, 3.0545, 8.6813
Si, 6.2539, 3.0615, 11.3876
Si, 10.1255, 5.6048, 20.2855
Si, 13.7759, 10.8007, 12.4208
Si, 3.603, 2.2308, 20.424
Si, 6.2617, 5.13, 13.7794
Si, 10.9939, 6.2619, 13.7003
Si, 8.9897, 1.095, 14.4032
Si, 4.6783, 9.5119, 11.5997
Si, 8.5827, 3.6917, 22.2941
Si, 6.8345, 11.2193, 12.5657
Si, 3.1176, 0.5946, 18.0464
Si, 11.7007, 8.4808, 11.7855
Si, 6.5243, 1.9047, 21.1874
Si, 3.4319, 10.8081, 15.3685
Si, 8.0938, 8.0569, 19.7623
O, 12.8623, 10.6379, 21.3652
O, 8.7847, 9.5017, 19.4755
O, 16.4657, 3.5353, 10.67
O, 9.7884, 7.125, 14.3671
O, 7.352, 11.5144, 20.6272
O, 21.0637, 5.6379, 16.5508
O, 5.4897, 7.7821, 16.3818
O, 9.2782, 2.6534, 13.9942
O, 8.0975, 10.6909, 11.6533
O, 3.9711, 8.1625, 12.158
O, 9.2205, 0.8599, 15.9921
O, 10.8711, 2.784, 11.8419
O, 3.4333, 10.5527, 11.4045
O, 10.3267, 4.6978, 18.9556
O, 12.7419, 9.5392, 12.459
O, 0.4448, 8.2509, 10.2252
O, 3.172, -5.04, 13.3879
O, -0.0349, 6.1307, 20.8316
O, 7.6632, 3.0679, 21.1143
O, 7.4405, 0.7319, 14.0151
O, 6.8501, -0.9765, 17.024
O, 6.0705, 12.4431, 11.8204
O, 7.4852, 3.1308, 10.3041
O, 9.9812, 11.0839, 13.5096
O, 9.0428, 3.1898, 17.2128
O, 8.0614, 7.8276, 16.089
O, 11.8711, 14.123, 14.2861
O, 2.4484, 4.1842, 15.4059
O, 10.1423, 8.9632, 11.9276
O, 11.9797, 2.1711, 9.5802
O, 5.7219, 6.3352, 12.8025
O, 3.6032, 8.0386, 18.1918
O, 2.9368, 1.94, 18.9518
O, 5.7357, 10.032, 12.7362
O, 3.3053, 9.2175, 15.7704
O, -1.0077, 0.3595, 10.8875
O, 5.2371, -8.473, 20.3176
O, 11.8142, 7.0705, 12.5694
O, 2.6729, 3.4265, 21.074
O, 0.4531, 5.7902, 14.8463
O, 1.5856, 7.8545, 19.8348
O, -0.49, 8.6748, 21.2155
O, 2.2626, -0.6708, 18.6457
O, 3.273, 6.5545, 15.984
O, 3.5458, 9.2838, 20.6919
O, 11.6184, 4.0346, 16.7852
O, 9.1543, 6.8371, 19.8659
O, 5.0385, 15.6975, 14.8371
O, 5.0192, 0.3307, 15.4777
O, 3.8911, 5.9613, 10.8003
O, 7.0465, 7.7575, 18.5502
O, 7.2806, 8.1874, 21.1556
O, 10.1379, 11.1589, 20.9781
O, 2.2821, 4.0096, 10.0183
O, 3.566, 0.8995, 21.3529
O, 5.5398, 9.3195, 10.2359
O, 10.2624, 4.9449, 13.0701
O, 7.5672, 5.5893, 14.6318
O, 20.6864, 1.0268, 18.664
O, 4.7352, 11.1843, 18.0632
O, 12.9795, 12.108, 11.87
O, 9.5764, 4.7264, 21.544
O, 2.637, 0.783, 16.4927
O, 6.6015, 3.8936, 12.7559
O, 2.7741, 11.0732, 13.9168
O, 6.9036, 1.5904, 17.1006

Results
free energy: -144631.806 eV
free energy less fixed offsets of O -568.88, Si -635.61 eV per atom: 2.064 eV

Forces (eV/angstrom), in the order of the atoms: element, x, y, z
Si, 0.0082, 0.0011, 0.012
Si, -0.0047, 0.0107, 0.0096
Si, -0.0013, 0.0047, 0.0096
Si, 0.0008, 0.0081, 0.0108
Si, 0.0081, 0.0002, 0.0158
Si, -0.0093, 0.0002, 0.0066
Si, 0.0205, -0.0066, -0.0122
Si, 0.0015, 0.0022, 0.016
Si, 0.0263, -0.0094, 0.0034
Si, 0.005, -0.0116, -0.0023
Si, -0.0021, 0.0072, 0.0046
Si, -0.035, -0.0119, 0.0324
Si, 0.0047, 0.0043, -0.0227
Si, -0.0007, -0.0071, -0.0138
Si, -0.0278, 0.0065, -0.0176
Si, 0.006, -0.0076, -0.0097
Si, -0.0195, -0.0001, -0.0097
Si, 0.0118, -0.0061, -0.0194
Si, -0.0056, 0.0113, -0.0154
Si, 0.0062, -0.0009, -0.0072
Si, 0.0319, 0.0008, -0.0135
Si, -0.01, -0.005, -0.0047
Si, 0.0172, -0.0056, -0.0048
Si, -0.0181, 0.0044, -0.0221
Si, 0.0098, 0.0104, -0.0017
Si, 0.0119, 0.011, -0.0034
Si, 0.017, 0.0075, 0.0052
Si, -0.012, -0.0016, 0.0067
Si, -0.0207, -0.0117, -0.0031
Si, -0.0046, -0.014, -0.002
Si, -0.0134, 0.0159, -0.0003
Si, -0.0004, 0.0033, -0.0055
Si, -0.0216, 0.0056, 0.0047
Si, 0.0083, -0.0108, 0.0009
Si, 0.0163, -0.0098, 0.0013
Si, 0.0091, -0.0102, -0.0028
Si, -0.0037, 0.0235, 0.2489
Si, 0.0154, -0.0342, -0.3778
Si, -0.0675, 0.0523, 0.0406
Si, 0.0592, 0.0247, -0.2075
Si, -0.1452, 0.0167, -0.0006
Si, 0.0002, -0.0269, 0.2766
Si, -0.0344, 0.0317, -0.3728
Si, -0.045, 0.1363, 0.3131
Si, -0.04, 0.0501, -0.086
Si, 0.0283, -0.0715, 0.1799
Si, -0.0547, -0.0079, 0.0459
Si, -0.0604, 0.0274, 0.0033
Si, 0.0076, 0.0522, 0.0361
Si, -0.0322, 0.0167, -0.0279
Si, 0.009, 0.0502, -0.0196
Si, -0.0006, 0.0393, -0.01
Si, -0.0193, -0.0814, -0.0151
Si, 0.0211, -0.0573, 0.0356
Si, -0.0062, 0.0784, -0.0051
Si, 0.0241, 0.0625, 0.0198
Si, -0.0076, -0.0139, 0.024
Si, 0.0042, -0.1264, -0.0711
Si, 0.0093, 0.025, 0.0433
Si, -0.0166, -0.0624, 0.0082
Si, 0.0126, -0.0158, -0.2198
Si, 0.0938, 0.0501, -0.0533
Si, -0.0052, -0.0125, 0.144
Si, 0.0495, -0.0655, -0.0082
Si, -0.0549, -0.0114, 0.2362
Si, 0.0708, 0.0273, 0.0243
Si, -0.0604, 0.0403, -0.0286
Si, -0.0025, -0.0855, -0.0398
Si, 0.1246, 0.0324, 0.0205
Si, -0.0301, -0.0167, 0.0561
Si, 0.1529, -0.076, -0.0973
Si, -0.0292, -0.0447, 0.0617
Si, 0.0074, 0.0068, -0.0098
Si, -0.0006, 0.0095, -0.001
Si, 0.009, 0.0154, -0.0065
Si, 0.0017, -0.0069, -0.0032
Si, -0.0017, -0.007, -0.0055
Si, -0.0058, -0.0114, -0.0034
Si, -0.0086, 0.009, -0.0043
Si, 0.0032, 0.0096, -0.0053
Si, -0.0025, 0.0079, -0.009
Si, 0.0053, -0.0082, -0.0025
Si, -0.0012, -0.0071, -0.012
Si, 0.0056, -0.0118, -0.0033
Si, -0.0184, 0.0029, 0.0075
Si, -0.0066, 0.0077, 0.0165
Si, -0.0095, 0.0013, 0.0106
Si, 0.0151, -0.0044, 0.0215
Si, 0.0021, 0.0028, 0.0166
Si, -0.0018, -0.0075, 0.0135
Si, 0.0069, 0.0001, 0.0139
Si, 0.0029, 0.0082, 0.0188
Si, 0.0045, 0.0039, 0.0116
Si, -0.0097, -0.0073, 0.0147
Si, -0.0007, -0.0004, 0.008
Si, -0.0044, -0.0051, 0.0174
Si, 0.0054, 0.0038, -0.0134
Si, 0.0005, -0.0124, -0.0117
Si, -0.0058, -0.0042, -0.0151
Si, -0.0049, -0.0008, -0.0096
Si, 0.0101, 0.0014, -0.0075
Si, 0.0094, 0.0073, -0.0101
Si, 0.005, -0.0047, -0.016
Si, 0.0101, 0.0011, -0.0186
Si, -0.0079, 0.0056, -0.0087
Si, -0.006, -0.0029, -0.0167
Si, 0.0081, -0.0063, -0.0118
Si, 0.0063, 0.005, -0.0126
O, -0.0009, 0.0216, 0.0095
O, -0.0042, -0.0228, 0.007
O, 0.0035, -0.0131, 0.0091
O, -0.0172, 0.0077, 0.0018
O, -0.0166, -0.01, 0.0057
O, 0.019, 0.0181, 0.0079
O, -0.0064, 0.0112, 0.0052
O, 0.0071, 0.0012, -0.002
O, 0.0084, -0.0191, 0.0129
O, 0.0166, -0.0081, 0.0083
O, -0.0028, -0.0098, 0.0228
O, -0.0054, 0.0091, 0.0122
O, -0.0134, 0.005, -0.0157
O, 0.0091, 0.0065, -0.0324
O, -0.0026, -0.0125, -0.0216
O, 0.006, 0.0147, -0.0062
O, -0.0183, -0.0079, -0.0148
O, -0.0136, -0.007, -0.015
O, -0.0101, 0.023, -0.0143
O, 0.0343, 0.0168, -0.0101
O, -0.0096, 0.0175, -0.0165
O, 0.0009, -0.0099, -0.0061
O, 0.0013, -0.0146, -0.0023
O, 0.0116, -0.0019, 0.0148
Si, -0.0003, -0.0012, 0.0134
Si, 0, -0.0002, 0.0008
Si, -0.0058, -0.0033, 0.0117
Si, -0.0011, -0.0041, -0.0027
Si, -0.0007, -0.0023, 0.0078
Si, 0.003, 0.0101, 0.001
Si, 0.0029, -0.0044, 0.0073
Si, -0.01, -0.0131, -0.0047
Si, 0.001, -0.0006, 0.0045
Si, 0.0003, -0.0014, 0.0047
Si, 0.0008, 0.0048, -0.0018
Si, -0.0033, 0.0014, 0.0049
Si, 0.0021, 0, -0.0006
Si, -0.02, -0.0027, 0.0034
Si, -0.0178, -0.0054, -0.0125
Si, 0.0004, -0.0009, 0.006
Si, -0.0008, -0.0025, 0.0081
Si, -0.0026, 0.0007, -0.0173
Si, 0.0033, 0.0045, -0.0035
Si, 0.0018, 0.0041, 0.0051
Si, -0.0022, -0.0007, 0.0062
Si, 0.0012, -0.0004, 0.0009
Si, 0.002, -0.0005, 0.0001
Si, 0.0101, 0.0165, -0.0012
Si, 0.0031, 0.0063, 0
Si, 0.0087, -0.0059, -0.004
Si, -0.0034, -0.0001, 0.0135
Si, -0.0018, 0.005, -0.0045
Si, 0.0021, -0.0071, 0.0043
Si, -0.0012, 0.0003, 0.0091
Si, -0.0019, -0.0009, 0.0069
Si, 0.0117, -0.0026, 0.0095
Si, 0.0037, -0.0114, 0.0106
Si, -0.0043, 0.0018, 0.0128
Si, 0.0001, 0.0039, 0.001
Si, 0.0088, -0.0042, -0.0071
Si, 0.0042, 0.0033, 0.0049
Si, -0.0023, 0.004, 0.0011
Si, -0.0047, 0.0008, 0.0025
O, 0.003, -0.0036, 0.0051
O, 0.0017, -0.0019, 0.0036
O, 0.003, 0.0007, -0.0057
O, 0.002, 0.001, -0.0072
O, 0.0069, -0.0052, 0.0028
O, -0.0011, 0.0011, -0.003
O, -0.0019, 0.0001, -0.0008
O, 0.001, -0.0014, -0.0041
O, 0.0002, -0.0008, -0.0112
O, -0.0017, -0.0015, -0.0079
O, 0.0001, -0.0008, -0.0026
O, -0.0029, 0.0037, -0.0035
O, -0.0043, 0.0017, -0.0116
O, 0, -0.0046, -0.0089
O, 0.0005, 0.001, -0.0113
O, -0.0053, 0.0031, 0.0329
O, -0.0023, -0.0013, -0.0019
O, -0.0036, 0.0082, 0.0044
O, -0.0101, -0.0072, 0.0004
O, 0.0039, 0.0012, -0.0022
O, -0.0012, -0.001, 0.0002
O, -0.0007, -0.0106, -0.0061
O, -0.0098, -0.0003, 0.0116
O, 0.0004, 0.0032, -0.0043
O, 0.0015, -0.0003, 0.0003
O, 0.0015, -0.0009, -0.0031
O, 0.0011, -0.0009, -0.0066
O, 0.0009, -0.0004, -0.0031
O, -0.0019, 0.0022, -0.0099
O, -0.0028, -0.0083, 0.002
O, 0.0037, -0.0002, -0.0054
O, 0.0042, -0.0012, -0.0031
O, -0.0018, -0.0061, -0.0068
O, 0.0006, 0.0015, -0.0098
O, 0.0016, 0, -0.001
O, -0.0031, -0.0023, -0.0061
O, 0.0001, 0.0008, 0.0032
O, -0.0022, -0.0006, -0.0069
O, 0.0119, -0.0091, -0.011
O, 0.001, -0.0011, -0.0036
O, 0.0047, 0.0015, -0.0003
O, 0.0045, -0.0051, 0.0064
O, 0.0012, 0.003, 0.0019
O, 0, 0.0003, -0.0007
O, 0.0002, -0.0019, -0.009
O, 0.0011, 0.0001, -0.0026
O, -0.0017, 0.0026, 0.0053
O, 0, 0.0003, -0.0027
O, -0.0024, -0.0008, -0.0032
O, 0.0018, 0.0065, 0.0008
O, -0.0036, -0.0003, -0.0024
O, 0.0041, -0.0034, -0.0055
O, -0.0065, -0.002, -0.0057
O, 0.016, 0.0076, -0.0136
O, -0.0002, -0.0034, 0.0037
O, -0.0096, 0.0018, 0.0134
O, 0.0015, 0.0021, -0.0096
O, 0.0018, 0.001, -0.0046
O, -0.0012, 0.0042, -0.005
O, 0.0012, -0.002, 0.0004
O, 0.0036, -0.0048, -0.006
O, 0.0039, 0.0087, 0.0003
O, -0.0011, -0.0006, -0.0057
O, 0.0005, 0.0069, 0.002
O, 0.003, -0.0021, 0.0016
O, 0.0001, -0.0009, 0.0004

The program warned: the cutoff lies below the one the program advises for these potential files; the exchange-correlation potential is rough where the density is thin.
